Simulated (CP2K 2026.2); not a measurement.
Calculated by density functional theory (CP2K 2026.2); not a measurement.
Periodic cell of 508 atoms, Si360O148, from a study of silicon, its oxide and their interface. The atomic structure is a simulated model.
Doubt: the forces sum to 2.40 eV/angstrom along one axis rather than to zero, so they err by at least 0.0047 eV/angstrom per atom on average; the grid cutoff is modest.

Settings: functional PBE; method Gaussian and plane waves; basis set DZVP-MOLOPT-SR-GTH; pseudopotentials GTH-PBE; grid cutoff 350 Ry, relative cutoff 50 Ry; k points Gamma only; occupations fixed; spin none; net charge 0.

Cell vectors (angstrom)
a	16.32	0	0
b	0	16.32	0
c	3.2016	-0.3252	34.238

Atoms and the computed forces on them: element, x, y, z (angstrom), force x, y, z (eV/angstrom)
Si	4.046	7.034	32.169	0.514	0.015	0.359
Si	18.422	15.323	34.093	0.442	0.32	0.524
Si	5.242	11.882	28.853	-0.008	0.014	-0.041
Si	16.323	4.136	30.978	0.154	-0.043	0.04
Si	11.088	8.324	33.241	0.056	0.011	0.702
Si	18.268	9.154	33.368	-0.047	0.053	0.112
Si	7.281	14.697	33.53	-0.036	0.043	0.101
Si	1.336	2.151	0.418	-0.075	0.214	0.519
Si	7.693	11.241	30.495	0.038	-0.038	0.081
Si	10.666	5.521	31.905	-0.169	0.016	0.055
Si	7.808	2.349	31.56	-0.061	0.061	0.127
Si	15.98	3.877	0.358	0.048	0.005	0.03
Si	9.108	13.793	31.274	-0.037	0.159	0
Si	12.491	3.715	33.489	0.034	0.112	0.18
Si	7.536	4.117	29.016	-0.016	-0.121	-0.013
Si	9.848	9.428	29.104	0.073	-0.033	0.032
Si	6.007	7.084	33.414	-0.621	-0.021	0.301
Si	12.711	0.731	29.738	-0.09	0.13	0.004
Si	0.238	0.323	1.49	0.003	-0.021	-0.115
Si	3.035	3.096	1.76	-0.027	0.045	-0.048
Si	0.416	5.703	1.683	0.039	-0.021	-0.048
Si	2.165	7.448	1.452	0.022	0.036	-0.004
Si	0.267	11.098	1.392	-0.048	-0.265	0.726
Si	2.494	13.338	1.427	0.106	0.187	0.728
Si	5.606	0.32	1.54	-0.029	-0.145	0.722
Si	7.765	2.526	1.498	0.226	-0.025	0.724
Si	4.797	4.772	1.551	-0.019	0.086	0.008
Si	8.593	8.711	1.287	0.043	0.061	-0.006
Si	5.6	11.147	1.505	-0.026	-0.132	0.683
Si	7.833	13.307	1.363	0.152	0.152	0.766
Si	11.035	0.219	1.125	0.335	0.239	0.467
Si	13.963	2.934	1.322	-0.049	0.048	-0.029
Si	11.113	5.711	1.261	-0.075	-0.149	0.751
Si	13.319	7.935	1.3	0.215	0.046	0.713
Si	10.383	10.379	1.401	-0.206	-0.151	0.519
Si	13.797	13.424	1.375	-0.154	0.263	0.688
Si	14.987	1.424	2.817	0.002	0.022	0.004
Si	1.437	4.15	3.105	0.011	0.04	-0.001
Si	14.942	6.833	2.691	-0.007	0.024	-0.006
Si	1.356	9.393	2.616	0.038	0.036	-0.065
Si	15.074	12.187	2.839	0	-0.014	-0.041
Si	1.393	14.996	2.711	-0.005	-0.05	-0.027
Si	4.116	1.426	2.961	0.049	-0.009	-0.046
Si	6.617	4.01	2.857	0.012	-0.016	-0.07
Si	3.948	6.621	2.756	0.021	-0.008	-0.056
Si	6.849	9.542	2.681	-0.015	0.011	-0.085
Si	4.048	12.263	2.823	0.002	-0.001	-0.024
Si	6.777	14.956	2.693	0.001	-0.023	-0.028
Si	9.544	1.379	2.576	-0.047	-0.025	-0.02
Si	12.338	4.147	2.583	-0.048	-0.038	-0.045
Si	9.51	6.885	2.56	-0.016	-0.033	-0.035
Si	12.153	9.455	2.677	0.003	0.044	-0.015
Si	9.448	12.162	2.657	0.013	-0.008	-0.052
Si	12.262	14.938	2.481	0.04	0.001	-0.048
Si	13.564	-0.035	3.99	-0.007	-0.006	-0.014
Si	16.31	2.725	4.234	-0.042	-0.019	0.028
Si	13.616	5.453	4.067	0.004	0.01	0.018
Si	16.256	8.213	4.084	-0.024	-0.01	0.006
Si	13.567	10.83	4.027	0.019	-0.023	0.017
Si	16.365	13.64	4.124	0.008	0.021	0.012
Si	2.729	-0.024	4.147	-0.009	-0.025	0.019
Si	5.44	2.707	4.364	-0.029	-0.006	0.044
Si	2.763	5.478	4.417	0.031	-0.011	-0.011
Si	5.431	8.097	3.938	-0.051	0.009	0.009
Si	2.723	10.766	4.046	-0.04	-0.019	0.013
Si	5.41	13.66	4.128	0.016	0.002	0.008
Si	8.224	-0.023	4.007	-0.013	0.038	0.024
Si	10.919	2.756	3.923	0.015	0.032	0.005
Si	8.12	5.489	3.936	0.026	-0.004	-0.017
Si	10.842	8.122	4.094	-0.02	-0.004	-0.001
Si	8.127	10.885	4.131	-0.009	-0.012	0.006
Si	10.891	13.585	3.909	0.005	0.023	-0.001
Si	14.936	14.974	5.422	0.009	0.013	0.001
Si	1.367	1.334	5.515	0.018	0.024	-0.01
Si	14.934	4.115	5.5	-0.003	0.01	-0.004
Si	1.298	6.887	5.536	-0.029	-0.009	-0.072
Si	14.914	9.536	5.458	-0.019	0.006	0.001
Si	1.391	12.201	5.418	0	0.001	-0.029
Si	4.084	14.976	5.519	0.012	-0.018	0.026
Si	6.892	1.297	5.493	0.012	-0.026	-0.035
Si	4.105	4.08	5.686	0.01	-0.03	0.012
Si	6.796	6.806	5.377	-0.034	-0.022	-0.006
Si	4.114	9.46	5.394	0.003	-0.012	0.018
Si	6.777	12.265	5.456	-0.008	0.006	-0.008
Si	9.561	14.924	5.359	0.006	-0.003	-0.008
Si	12.222	1.366	5.348	0.036	-0.001	-0.022
Si	9.527	4.112	5.297	-0.008	-0.026	0.015
Si	12.235	6.786	5.433	-0.002	-0.006	0.008
Si	9.509	9.516	5.448	-0.001	0.003	-0.016
Si	12.222	12.243	5.344	-0.015	0.012	0.003
Si	16.292	-0.015	6.824	0.01	-0.013	0.003
Si	2.701	2.686	6.911	-0.005	0.009	0.028
Si	16.291	5.469	6.856	-0.007	-0.012	0.018
Si	2.729	8.199	6.835	0.011	0.01	0.004
Si	16.302	10.9	6.791	0.008	-0.018	-0.008
Si	2.728	13.561	6.815	0.002	-0.002	-0.002
Si	5.481	-0.013	6.851	-0.017	0.03	0.022
Si	8.231	2.74	6.761	0	0.017	-0.01
Si	5.51	5.485	6.872	0.004	-0.006	0.011
Si	8.14	8.156	6.78	-0.007	-0.005	0.006
Si	5.432	10.861	6.779	0.003	-0.015	-0.002
Si	8.185	13.606	6.773	0	0.015	0
Si	10.889	-0.005	6.734	-0.013	0.014	-0.003
Si	13.567	2.704	6.781	-0.016	0.005	-0.003
Si	10.862	5.419	6.756	-0.012	0.017	0.003
Si	13.58	8.153	6.805	-0.001	-0.004	0.014
Si	10.885	10.894	6.76	0.008	-0.006	0.014
Si	13.578	13.589	6.749	0.003	-0.006	0.004
Si	14.94	1.353	13.601	-0.011	0.03	-0.009
Si	1.362	4.077	13.584	0.01	-0.016	-0.005
Si	14.958	6.813	13.579	0.003	-0.009	0.005
Si	1.349	9.535	13.601	-0.017	0.01	-0.005
Si	14.96	12.221	13.608	0.031	-0.025	-0.012
Si	1.358	14.952	13.596	-0.005	0.015	0.004
Si	4.107	1.347	13.582	0.006	-0.016	-0.006
Si	6.804	4.089	13.588	-0.006	0.007	-0.002
Si	4.08	6.82	13.603	-0.021	0.015	0.001
Si	6.813	9.525	13.616	0.001	-0.011	-0.001
Si	4.08	12.227	13.602	0.014	-0.003	0.012
Si	6.828	14.971	13.588	-0.014	-0.004	-0.008
Si	9.533	1.342	13.586	0.011	-0.012	0
Si	12.218	4.079	13.602	-0.007	0.018	-0.001
Si	9.531	6.796	13.612	0.012	-0.023	-0.007
Si	12.23	9.526	13.6	0	0.015	-0.002
Si	9.515	12.25	13.611	-0.019	0.025	-0.004
Si	12.242	14.942	13.611	0.013	-0.015	0
Si	13.588	-0.011	14.973	0.006	0.006	0.003
Si	16.309	2.718	14.937	-0.009	-0.009	-0.005
Si	13.585	5.462	14.924	-0.001	-0.019	-0.011
Si	16.3	8.18	14.951	0.013	0.012	-0.008
Si	13.59	10.873	14.974	0.008	0.017	-0.003
Si	16.331	13.576	14.959	-0.027	-0.01	-0.005
Si	2.746	-0.019	14.933	0.004	0.001	0.004
Si	5.466	2.712	14.944	-0.011	-0.001	-0.01
Si	2.715	5.451	14.944	0.008	-0.006	-0.003
Si	5.442	8.176	14.972	0.003	0.009	0.001
Si	2.705	10.885	14.974	-0.006	-0.01	0.003
Si	5.473	13.588	14.918	0.004	0.037	-0.012
Si	8.195	-0.005	14.971	-0.011	0.004	-0.011
Si	10.866	2.698	14.959	0.008	0.007	-0.005
Si	8.16	5.437	14.96	-0.001	0.006	0.001
Si	10.882	8.168	14.975	-0.006	-0.017	-0.004
Si	8.16	10.895	14.986	-0.01	0.003	-0.005
Si	10.877	13.598	14.984	0.01	-0.01	0
Si	14.957	14.923	16.301	0.029	-0.004	0.001
Si	17.689	1.344	16.259	-0.016	0.01	0.011
Si	14.922	4.092	16.266	0.016	0.016	-0.029
Si	17.665	6.824	16.292	-0.007	0.012	0.004
Si	14.931	9.505	16.346	-0.005	-0.027	0.002
Si	17.682	12.244	16.363	0.028	0.006	0.014
Si	4.116	14.916	16.273	-0.016	-0.023	-0.025
Si	6.851	1.377	16.316	0.032	0.025	0.005
Si	4.096	4.083	16.274	-0.003	0.008	0.001
Si	6.819	6.819	16.316	0.002	-0.03	-0.006
Si	4.085	9.551	16.331	-0.005	-0.007	-0.002
Si	6.803	12.276	16.341	-0.013	-0.01	-0.017
Si	9.543	14.966	16.368	-0.005	0.015	-0.009
Si	12.21	1.339	16.336	-0.011	0.002	0.005
Si	9.486	4.036	16.315	-0.028	-0.017	-0.002
Si	12.263	6.816	16.326	0.021	0.024	-0.011
Si	9.524	9.531	16.338	-0.011	0.016	0.004
Si	12.227	12.224	16.341	0.007	-0.011	-0.001
Si	15.04	1.292	18.862	-0.024	0.012	0.037
Si	2.682	2.758	17.592	0.002	0.001	0.026
Si	16.224	5.505	17.605	-0.035	0.009	-0.017
Si	2.752	8.14	17.654	-0.024	0.009	-0.004
Si	16.264	10.892	17.689	0.001	0.014	0.002
Si	2.814	13.568	17.703	0.012	-0.026	-0.022
Si	5.487	-0.035	17.574	0.017	-0.013	0.012
Si	8.17	2.706	17.782	-0.004	-0.012	-0.019
Si	5.503	5.395	17.639	-0.004	0	-0.02
Si	8.121	8.22	17.695	-0.001	-0.006	0.019
Si	5.387	10.976	17.702	-0.01	0.059	-0.031
Si	8.21	13.579	17.718	0.015	-0.005	0.021
Si	10.841	0.04	17.778	0.013	-0.001	-0.027
Si	13.606	2.704	17.629	-0.003	0.018	0.003
Si	10.871	5.414	17.581	-0.009	-0.005	-0.021
Si	13.591	8.158	17.77	-0.017	0.004	-0.013
Si	10.919	10.829	17.726	0.021	-0.026	-0.012
Si	13.54	13.64	17.681	-0.031	-0.009	-0.023
Si	16.404	-0.096	17.608	0.02	-0.011	-0.006
Si	17.59	4.168	18.886	0.029	-0.03	0.035
Si	14.93	6.774	19.135	0.011	0.016	0.004
Si	17.682	9.51	18.965	-0.011	0.013	0.021
Si	14.855	12.274	19.029	0.025	-0.061	0.013
Si	17.807	14.924	19.032	-0.017	0.066	-0.026
Si	4.092	1.344	18.816	-0.026	-0.015	0.054
Si	6.8	4.084	19.126	-0.025	0.028	-0.011
Si	4.16	6.744	18.967	-0.048	0.016	0.025
Si	6.74	9.656	19.027	0.049	-0.049	0.049
Si	4.087	12.267	19.231	-0.019	-0.02	0.027
Si	6.844	14.995	19.005	0.029	0.001	0.053
Si	9.492	1.364	19.238	0.017	-0.014	0.025
Si	12.18	4.043	18.955	0.025	-0.025	0.043
Si	9.525	6.776	18.911	0.014	-0.055	0.035
Si	12.225	9.478	19.183	-0.025	0.038	-0.007
Si	9.592	12.191	19.078	-0.016	0.045	0.005
Si	12.227	15.013	19.111	0.072	-0.027	-0.002
Si	13.693	0.074	20.339	0.014	0.013	0.042
Si	16.335	2.692	20.191	0.027	0.022	-0.016
Si	13.471	5.365	20.393	-0.02	0.045	0.081
Si	16.383	8.161	20.399	0.007	-0.005	0.045
Si	13.53	10.949	20.525	-0.006	0.012	0.019
Si	16.404	13.524	20.281	0.045	-0.044	0.064
Si	2.84	0.075	20.325	-0.002	-0.034	0.067
Si	5.347	2.628	20.292	0.019	0.016	0.014
Si	2.685	5.434	20.255	-0.007	0.043	-0.003
Si	5.41	8.218	20.328	-0.064	0.005	-0.008
Si	2.618	10.814	20.494	0.026	0.022	0.088
Si	5.557	13.714	20.489	-0.006	-0.016	0.095
Si	8.074	-0.019	20.571	0.01	0.031	0.009
Si	10.91	2.773	20.521	0	0.005	0.046
Si	8.225	5.505	20.386	0.005	-0.032	0.009
Si	10.821	8.002	20.438	0.007	-0.007	0.062
Si	9.033	8.97	21.634	-0.16	-0.075	-0.564
Si	10.851	13.659	20.473	0.035	0.005	0.044
Si	15.241	15.087	21.527	0.03	0.189	-0.755
Si	18.131	1.829	21.502	0.015	0.014	0.005
Si	14.47	3.51	21.382	-0.039	-0.052	-0.056
Si	15.489	3.5	23.393	-0.202	0.006	-0.546
Si	15.332	9.88	21.603	0.182	0.264	-0.543
Si	17.021	11.667	21.656	-0.062	-0.193	-0.653
Si	4.619	15.57	21.671	0.043	0.03	-0.048
Si	6.285	1.041	21.77	-0.018	-0.036	0.071
Si	3.507	3.554	21.413	-0.04	-0.08	-0.052
Si	7.251	7.358	21.485	0.001	0.045	-0.005
Si	3.583	8.985	21.651	-0.203	-0.136	-0.668
Si	7.413	12.775	21.684	0.042	0.206	-0.62
Si	9.087	14.517	21.793	-0.073	0.042	0.07
Si	12.78	1.821	21.651	0.051	0.149	-0.568
Si	9.888	4.525	21.793	-0.011	0.034	0.078
Si	11.688	6.172	21.753	-0.252	-0.089	-0.667
Si	8.185	10.883	20.465	0.01	-0.032	0.025
Si	11.971	12.193	21.917	0.271	0.155	-0.809
Si	10.877	10.879	26.687	0.035	-0.025	-0.113
Si	8.737	4.313	23.922	0.54	-0.03	-0.573
Si	12.059	1.988	26.939	-0.069	-0.072	-0.048
Si	18.21	7.214	21.602	0.109	0.2	-0.566
Si	7.206	0.086	25.776	-0.034	0.077	-0.012
Si	18.7	13.008	29.637	0.005	-0.001	0.029
Si	14.036	10.671	26.84	-0.057	-0.067	0.003
Si	18.245	12.563	24.261	0.059	0.017	-0.086
Si	17.495	14.041	26.951	0.145	0.118	-0.009
Si	9.603	6.27	29.082	0.069	-0.002	-0.045
Si	18.885	4.193	32.411	0.096	-0.244	0.561
Si	6.181	12.476	24.485	-0.03	0.065	-0.115
Si	18.441	2.226	30.212	0.027	0.082	0.084
Si	6.666	7.126	26.257	-0.01	-0.017	0.031
Si	4.776	9.244	27.262	0.061	-0.018	0.052
Si	12.07	12.982	30.99	0.046	0.079	-0.032
Si	12.316	6.75	24.866	-0.101	-0.084	-0.208
Si	12.042	0.354	24.327	0.063	0.174	-0.129
Si	13.919	4.383	25.976	0.187	0.008	-0.024
Si	2.76	2.871	27.259	-0.092	0.049	0.044
Si	12.393	9.969	31.003	-0.086	-0.07	-0.088
Si	13.724	9.279	24.187	0.031	-0.011	-0.121
Si	13.558	13.902	23.776	-0.132	0.04	0.056
Si	17.836	5.346	24.022	0.165	0.034	-0.137
Si	14.672	13.514	26.567	0.037	0.081	0.005
Si	6.496	2.198	23.889	0.023	-0.265	-0.692
Si	9.761	0.466	30.444	-0.066	0.017	-0.031
Si	7.996	4.651	33.469	0.06	-0.095	0.779
Si	16.825	6.725	29.324	0.099	-0.035	-0.019
Si	15.062	11.766	33.707	0.05	-0.183	0.058
Si	15.012	9.303	29.41	0.018	0.077	0.026
Si	16.914	0.894	23.277	0.48	0.42	-0.546
Si	4.266	4.364	23.404	-0.264	-0.292	-0.53
Si	4.942	4.957	27.767	-0.003	0.115	0.016
Si	6.446	6.495	23.432	0.149	0.379	-0.56
Si	9.713	6.171	26.149	-0.105	-0.095	-0.156
Si	9.43	15.176	24.091	-0.019	-0.392	-0.562
Si	16.757	5.001	26.817	0.012	-0.143	-0.002
Si	8.082	9.476	33.089	0.014	-0.012	0.085
Si	9.884	13.846	26.898	-0.011	0.072	-0.198
Si	4.015	14.708	23.739	0.126	0.272	-0.582
Si	2.486	0.143	25.669	-0.031	0.061	-0.003
Si	9.082	1.859	27.631	-0.045	0.072	0.08
Si	16.012	1.043	34.225	-0.225	0.375	0.733
Si	16.812	11.026	31.25	0.069	-0.049	0.095
Si	4.069	10.227	24.529	-0.064	-0.003	-0.152
Si	2.916	15.766	31.09	-0.043	0.037	0.119
Si	6.895	13.824	27.088	-0.056	-0.054	-0.058
Si	3.506	7.313	29.304	-0.033	-0.078	-0.084
Si	5.539	0.439	31.952	-0.065	0.031	0.238
Si	10.774	10.169	23.62	-0.148	-0.058	0.019
Si	13.012	14.117	33.507	-0.079	0.027	0.015
Si	14.395	2.167	31.905	0.084	0.011	0.05
Si	12.372	14.431	28.356	-0.068	0.039	0.036
Si	14.939	1.363	8.164	0.012	0.007	-0.005
Si	1.334	4.089	8.205	-0.009	-0.016	0.01
Si	14.929	6.814	8.196	0.01	-0.007	0.001
Si	1.355	9.557	8.171	0.011	0.007	0.005
Si	14.94	12.254	8.143	-0.005	0.004	0.008
Si	1.348	14.933	8.159	-0.003	-0.005	-0.004
Si	4.106	1.339	8.212	0	0.005	0.011
Si	6.864	4.079	8.165	0.001	0.024	0.005
Si	4.092	6.826	8.189	-0.005	-0.025	-0.005
Si	6.796	9.518	8.153	-0.002	0.004	-0.001
Si	4.088	12.213	8.169	-0.006	-0.002	0
Si	6.835	14.937	8.177	0.004	0.003	0.009
Si	9.556	1.36	8.128	0	-0.001	-0.002
Si	12.213	4.065	8.143	-0.009	-0.013	-0.002
Si	9.512	6.791	8.129	-0.004	-0.009	0.008
Si	12.228	9.533	8.142	0.001	0	0.008
Si	9.529	12.238	8.138	0.001	-0.001	0.003
Si	12.239	14.96	8.119	0.005	-0.002	-0.012
Si	13.59	-0.013	9.51	0.002	0.002	0.005
Si	16.295	2.717	9.541	-0.007	0.016	0
Si	13.57	5.43	9.518	0.006	0.014	0.001
Si	16.318	8.174	9.522	-0.008	-0.011	-0.003
Si	13.592	10.884	9.506	0.004	-0.008	-0.002
Si	16.303	13.594	9.523	0.005	0.007	0.002
Si	2.72	-0.031	9.53	0.009	-0.008	-0.004
Si	5.471	2.734	9.523	0.004	-0.006	0.007
Si	2.727	5.449	9.531	0.001	-0.009	-0.001
Si	5.446	8.179	9.544	-0.017	0.012	-0.007
Si	2.717	10.89	9.543	-0.016	0.021	0.005
Si	5.458	13.576	9.52	0.013	-0.02	-0.001
Si	8.187	0.009	9.503	-0.016	0.021	0.001
Si	10.886	2.706	9.522	0.003	-0.014	0.01
Si	8.186	5.445	9.535	0.011	-0.035	0
Si	10.866	8.164	9.496	0.006	0.005	-0.004
Si	8.166	10.879	9.506	-0.009	-0.004	0.003
Si	10.887	13.602	9.495	-0.003	0.013	-0.005
Si	14.95	14.955	10.882	0.005	0	-0.003
Si	1.357	1.348	10.881	-0.009	0.007	-0.002
Si	14.936	4.082	10.889	-0.008	-0.022	0.006
Si	1.36	6.811	10.881	0.012	-0.002	-0.009
Si	14.951	9.528	10.872	0.016	0.022	0.002
Si	1.351	12.247	10.886	-0.001	-0.004	0.01
Si	4.093	14.937	10.881	-0.01	-0.004	0.003
Si	6.825	1.363	10.869	-0.007	0	0.004
Si	4.093	4.085	10.88	0	0.011	-0.002
Si	6.812	6.807	10.887	-0.006	-0.001	-0.007
Si	4.079	9.528	10.897	0.003	-0.009	-0.002
Si	6.811	12.228	10.885	-0.005	0.011	0.008
Si	9.536	14.959	10.863	0.011	-0.008	-0.003
Si	12.243	1.348	10.879	0.005	0.006	-0.001
Si	9.532	4.073	10.883	-0.003	0.011	0.011
Si	12.222	6.805	10.87	-0.006	-0.016	0.001
Si	9.519	9.52	10.876	-0.007	-0.005	-0.005
Si	12.237	12.243	10.872	0.008	0.005	0.004
Si	16.309	-0.005	12.244	-0.002	-0.009	-0.002
Si	2.731	2.711	12.232	0.009	-0.003	0.003
Si	16.317	5.443	12.23	-0.004	0.011	-0.007
Si	2.713	8.171	12.249	0.002	0.002	0
Si	16.311	10.88	12.234	0.002	0.003	-0.004
Si	2.724	13.593	12.244	-0.007	-0.009	0
Si	5.463	-0.006	12.218	0.008	0.008	-0.008
Si	8.171	2.718	12.243	-0.005	0.002	0
Si	5.441	5.454	12.242	-0.004	-0.007	0.009
Si	8.17	8.163	12.254	-0.002	0.003	0.002
Si	5.448	10.874	12.251	-0.017	-0.003	-0.004
Si	8.176	13.603	12.228	-0.004	0.008	-0.003
Si	10.893	-0.019	12.237	-0.002	0.01	-0.003
Si	13.583	2.717	12.247	0	-0.004	0.008
Si	10.876	5.441	12.238	0.004	-0.01	0.001
Si	13.586	8.169	12.228	0.014	-0.003	-0.013
Si	10.873	10.889	12.24	-0.001	-0.005	-0.005
Si	13.601	13.588	12.247	0.003	0.007	0.003
O	14.818	14.141	0.31	0.317	-0.413	-0.102
O	12.485	1.667	28.453	0.187	0.364	0.053
O	6.955	12.763	25.864	0.189	-0.38	-0.005
O	17.024	-0.201	33.983	-0.129	-0.289	-0.182
O	3.393	5.547	32.1	0.321	0.084	-0.187
O	6.986	8.304	32.947	-0.004	-0.096	-0.205
O	12.684	11.53	31.309	0.58	-0.026	0.458
O	15.861	10.554	0.041	0.026	0.119	-0.331
O	1.389	12.218	0.947	-0.181	0.171	-0.439
O	3.213	13.92	0.087	0.238	0.054	-0.347
O	14.273	10.31	25.289	0.303	0.202	-0.229
O	4.701	16.113	0.299	-0.167	0.301	-0.202
O	6.726	1.375	0.949	-0.035	-0.262	-0.549
O	8.141	12.797	30.451	-0.415	0.261	-0.147
O	6.684	12.228	0.892	0.118	0.015	-0.541
O	9.585	9.147	23.199	-0.349	-0.473	0.46
O	8.165	3.544	0.289	-0.106	0.443	-0.31
O	12.238	6.81	0.746	-0.137	-0.179	-0.154
O	6.151	8.374	27.158	0.414	0.172	0.236
O	12.298	9.628	23.49	0.164	-0.023	-0.529
O	14.546	4.127	24.521	-0.307	0.035	-0.092
O	2.698	13.777	23.514	-0.146	0.283	-0.198
O	9.491	7.865	29.286	-0.295	0.148	0.054
O	17.075	5.671	25.387	-0.171	0.559	0.125
O	13.924	8.731	0.008	0.004	0.327	-0.358
O	15.807	1.957	23.816	-0.155	-0.044	0.216
O	8.425	14.049	27.556	0.198	-0.035	0.573
O	12.449	10.863	27.024	0.097	0.235	0.471
O	6.376	15.294	26.617	-0.279	0.243	0.243
O	6.148	11.242	30.028	-0.365	-0.114	0.449
O	13.559	4.709	34.209	0.16	-0.1	-0.182
O	5.333	3.328	24.055	-0.274	0.121	0.335
O	12.808	15.279	24.105	-0.037	-0.063	0.249
O	7.832	10.603	31.969	-0.057	0.105	0.127
O	6.226	1.189	25.133	-0.439	0.034	0.438
O	13.045	12.216	0.563	0.231	-0.281	0.175
O	11.659	13.6	34.226	-0.295	0.262	-0.254
O	13.429	7.911	24.982	0.354	0.004	0.574
O	5.009	5.788	23.144	-0.244	0.403	-0.356
O	12.195	6.371	23.3	0.328	0.032	0.038
O	15.617	1.477	32.696	0.506	-0.146	-0.374
O	7.936	3.471	30.425	0.326	0.074	0.015
O	16.988	2.937	30.105	-0.164	-0.156	-0.215
O	17.651	13.116	25.64	-0.27	-0.287	0.085
O	7.945	15.682	24.519	-0.338	-0.158	-0.377
O	3.797	12.262	29.449	-0.08	-0.117	0.145
O	3.755	15.823	24.893	0.61	0.328	0.375
O	8.582	10.34	29.497	-0.173	0.014	-0.202
O	11.118	9.815	30.023	0.135	0.284	0.113
O	3.935	5.944	28.558	-0.125	-0.289	0.17
O	14.407	14.04	22.434	0.179	-0.228	-0.229
O	12.556	1.461	23.256	-0.065	0.352	0.468
O	9.567	8.85	32.998	-0.111	0.037	-0.103
O	14.593	9.58	27.877	0.058	-0.186	-0.052
O	5.094	10.764	27.696	0.046	0.207	-0.266
O	8.491	13.98	32.753	0.43	-0.389	0.424
O	2.836	1.6	26.261	0.181	0.189	-0.048
O	12.509	12.739	23.379	-0.245	-0.225	0.438
O	3.965	9.302	23.215	0	-0.199	0.111
O	6.321	15.458	32.491	-0.019	-0.316	-0.218
O	7.513	5.355	23.835	-0.16	0.111	0.137
O	15.677	11.64	32.228	-0.261	0.298	-0.222
O	5.161	13.701	24.273	0.117	0.157	0.303
O	10.459	0.121	24.063	-0.138	0.302	-0.31
O	9.321	1.084	29.023	0.181	-0.125	-0.098
O	10.693	11.294	22.447	-0.574	0.005	-0.392
O	12.893	5.607	25.83	-0.4	0.153	0.597
O	4.036	3.841	27.025	0.351	-0.214	-0.202
O	8.275	6.913	26.324	-0.004	0.146	0.21
O	19.075	15.288	32.622	0.311	-0.261	-0.103
O	2.994	3.077	31.292	0.618	-0.074	-0.043
O	9.922	14.187	25.305	0.363	-0.119	0.056
O	7.996	2.859	24.079	0.397	-0.442	-0.109
O	12.307	0.808	25.853	0.071	-0.441	0.198
O	19.3	8.034	32.864	0.159	-0.281	0.154
O	17.946	6.699	23.148	0.006	0.232	0.336
O	7.647	3.135	32.965	-0.003	-0.375	0.143
O	12.263	13.215	29.408	0.123	-0.262	-0.122
O	8.116	5.627	29.049	-0.378	0.349	-0.062
O	13.102	15.612	29.153	0.456	-0.119	0.252
O	4.44	-0.055	30.888	0.062	0.194	-0.447
O	17.075	6.19	27.835	0.027	0.375	-0.398
O	5.856	5.784	26.708	0.063	-0.264	-0.28
O	15.918	14.405	27.065	-0.175	0.451	0.138
O	13.002	3.19	26.492	0.052	-0.004	0.051
O	9.285	15.242	30.569	0.047	0.042	-0.393
O	14.855	9.214	23.042	0.105	-0.257	0.123
O	17.62	0.277	24.585	-0.406	-0.27	0.016
O	15.722	7.87	29.425	-0.171	-0.057	0.248
O	13.269	14.081	27.084	-0.292	0.232	-0.354
O	2.969	4.687	24.343	-0.052	0.022	0.462
O	17.277	4.435	32.253	-0.175	0.434	0.627
O	3.769	8.566	28.328	-0.565	0.347	0.083
O	18.28	7.252	29.796	-0.128	0.406	0.268
O	4.861	1.265	33.154	0.009	0.205	-0.306
O	18.924	14.51	30.159	-0.071	0.109	-0.337
O	14.546	13.479	24.962	0.478	-0.321	-0.11
O	9.568	4.802	25.25	0.528	-0.501	0.271
O	10.181	9.709	27.549	-0.229	-0.498	-0.234
O	13.9	1.279	30.665	0.387	-0.27	-0.312
O	16.162	15.993	22.52	-0.059	-0.005	0.002
O	10.905	14.789	27.755	-0.026	0.366	-0.165
O	14.854	3.639	31.401	-0.556	0.229	0.055
O	2.817	2.291	28.766	0.348	-0.393	-0.049
O	8.314	0.822	26.675	0.177	-0.052	0.105
O	10.547	10.656	25.127	-0.332	0.032	0.089
O	15.186	4.616	26.958	-0.116	-0.311	0.55
O	17.623	9.908	32.095	0.04	-0.409	-0.168
O	10.31	12.315	27.117	-0.151	-0.021	0.494
O	17.696	3.696	27.032	-0.279	-0.219	0.091
O	16.929	4.26	23.234	0.177	-0.082	-0.478
O	9.099	1.378	31.609	0.181	0.085	0.381
O	7.233	12.411	23.274	0.279	-0.091	0.299
O	14.227	13.128	33.855	0.085	0.076	0.291
O	17.806	12.17	30.69	0.107	0.205	0.239
O	8.194	3.198	27.854	0.053	0.27	-0.534
O	10.476	2.317	26.955	-0.041	0.139	-0.191
O	4.718	10.495	0.298	-0.544	-0.022	0.048
O	4.02	9.285	25.834	-0.191	-0.568	0.125
O	6.752	5.647	33.133	-0.243	-0.281	-0.422
O	12.087	9.293	32.427	0.442	0.256	0.325
O	10.513	13.021	31.378	-0.137	-0.171	0.379
O	10.271	5.883	27.651	0.42	-0.428	0.066
O	14.854	12.024	27.146	0.519	-0.115	0.216
O	14.143	10.503	34.139	0.066	-0.404	-0.355
O	18.277	0.693	30.703	-0.569	-0.082	0.192
O	11.359	0.59	30.609	0.109	-0.184	0.628
O	13.399	15.571	34.078	-0.41	0.271	-0.469
O	5.939	13.214	28.234	0.071	0.496	0.31
O	4.376	7.511	30.65	0.691	0.522	-0.158
O	12.805	14.11	31.901	0.22	0.498	-0.238
O	11.777	4.397	32.218	0.092	-0.335	-0.611
O	10.456	5.642	30.308	0.504	-0.058	-0.261
O	18.333	15.424	26.826	0.044	0.068	0.405
O	11.226	6.882	32.541	0.193	0.007	-0.126
O	9.286	5.166	32.654	0.018	0.08	-0.079
O	16.069	10.387	29.968	0.066	0.301	-0.429
O	5.942	4.217	28.805	-0.343	-0.151	0.406
O	13.218	2.373	32.982	-0.312	-0.39	0.044
O	16.221	5.507	30.173	-0.295	0.064	0.012
O	17.093	12.074	23.251	-0.407	0.074	0.376
O	2.874	11.305	24.574	0.064	0.086	0.092
O	5.457	11.044	24.531	0.27	-0.16	0.164
O	6.539	1.437	31.192	-0.101	-0.059	-0.62
O	10.822	7.115	25.408	-0.229	0.555	0.091
O	17.964	13.159	28.21	-0.347	-0.308	-0.025
O	6.287	7.468	24.719	-0.045	0.682	0.071
O	13.691	9.287	30.338	0.033	-0.211	0.061

Results
total energy: -103411.423 eV
total energy less fixed offsets of O -438.35, Si -107.03 eV per atom: -4.823 eV
